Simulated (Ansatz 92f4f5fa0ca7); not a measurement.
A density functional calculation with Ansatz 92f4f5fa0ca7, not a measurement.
Periodic cell of 294 atoms, Si196O98, from a study of silicon, its oxide and their interface. The atomic structure is a simulated model.
Doubt: the cutoff is far below the 930 eV that the study's wrapper takes by default for these files, so forces and energies are approximate.
This geometry differs little from another in the collection (a relaxation step or a small displacement).

Settings: functional PBE; potential files Ansatz PAW; basis plane waves; wave-function cutoff 580 eV; density cutoff ratio 5; exchange-correlation grid ratio 1; k mesh 1 x 1 x 1, Gamma-centred; self-consistency stop 5e-08 eV per atom in the density residual; occupations fixed; spin none; net charge 0.

Cell vectors (angstrom)
a  11.6015  0  0
b  0  10.938  0
c  0  0  41.7106

Atoms and the computed forces on them: element, x, y, z (angstrom), force x, y, z (eV/angstrom)
Si  0  0  0.9665  -0.0029  -0.0203  -0.0025
Si  3.8672  0  0.9665  -0.0046  0.037  -0.0083
Si  7.7343  0  0.9665  0.0078  0.0424  0.0114
Si  1.9336  1.3673  0.9665  -0.0084  -0.0268  -0.0144
Si  5.8008  1.3673  0.9665  0.0023  -0.0735  0.0139
Si  9.6679  1.3673  0.9665  0.0068  -0.0134  0.0142
Si  0  5.469  0.9665  0.0006  0.0281  -0.0096
Si  3.8672  5.469  0.9665  0.0009  0.0382  -0.0053
Si  7.7343  5.469  0.9665  -0.002  0.0377  -0.0116
Si  1.9336  6.8362  0.9665  0.0092  -0.0583  -0.0111
Si  5.8008  6.8362  0.9665  -0.0021  -0.0398  0.0132
Si  9.6679  6.8362  0.9665  -0.007  -0.0612  0.0105
Si  1.9336  2.7345  40.7435  0.0157  0.0447  -0.0117
Si  5.8008  2.7345  40.7435  -0.0055  0.0326  0.0351
Si  9.6679  2.7345  40.7435  0.0004  -0.0341  0.0501
Si  0  4.1018  40.7435  -0.0082  -0.0409  -0.0131
Si  3.8672  4.1018  40.7435  0.0159  -0.0477  -0.0127
Si  7.7343  4.1018  40.7435  0.0057  -0.0489  -0.0066
Si  1.9336  8.2035  40.7435  -0.0064  0.1019  -0.051
Si  5.8008  8.2035  40.7435  -0.0097  0.0413  -0.0197
Si  9.6679  8.2035  40.7435  0.0099  0.0648  -0.0177
Si  0  9.5708  40.7435  0.0069  0.0409  0.0246
Si  3.8672  9.5708  40.7435  -0.0005  -0.0325  0.0175
Si  7.7343  9.5708  40.7435  -0.0115  -0.0316  0.008
Si  0  0  4.8337  0.0057  0.0231  -0.2716
Si  3.8672  0  4.8337  0.0055  0.0018  -0.0285
Si  7.7343  0  4.8337  -0.0688  -0.0419  0.012
Si  1.9336  1.3673  4.8337  -0.0236  -0.0893  -0.2058
Si  5.8008  1.3673  4.8337  0.0819  -0.0034  0.3541
Si  9.6679  1.3673  4.8337  -0.0052  -0.1037  0.061
Si  0  5.469  4.8337  -0.0461  0.0541  -0.0259
Si  3.8672  5.469  4.8337  0.0972  0.02  0.0509
Si  7.7343  5.469  4.8337  0.0123  -0.0086  0.0106
Si  1.9336  6.8362  4.8337  0.0243  -0.0901  -0.0479
Si  5.8008  6.8362  4.8337  -0.0135  -0.0464  0.0101
Si  9.6679  6.8362  4.8337  -0.0709  -0.0916  0.074
Si  1.9336  2.7345  2.9001  0.0046  -0.0167  -0.0375
Si  5.8008  2.7345  2.9001  -0.005  0.1078  0.0325
Si  9.6679  2.7345  2.9001  -0.0102  0.0277  0.0057
Si  0  4.1018  2.9001  0.0001  -0.0201  0.0019
Si  3.8672  4.1018  2.9001  -0.0005  -0.0457  0.0079
Si  7.7343  4.1018  2.9001  -0.0096  -0.0418  0.0173
Si  1.9336  8.2035  2.9001  -0.0038  0.0355  -0.0185
Si  5.8008  8.2035  2.9001  0.0107  0.053  0.0092
Si  9.6679  8.2035  2.9001  0.0002  0.0709  0.0098
Si  0  9.5708  2.9001  -0.0014  0.0463  -0.0288
Si  3.8672  9.5708  2.9001  0.0111  -0.0216  -0.012
Si  7.7343  9.5708  2.9001  -0.0014  -0.0449  -0.0089
Si  -0.637  0.7399  31.7975  -0.0293  -0.0028  -0.0058
Si  3.9979  -0.1868  31.084  0.0058  -0.0522  -0.015
Si  7.3248  -0.0465  30.9625  -0.0041  -0.0089  -0.0152
Si  1.4513  1.4955  31.0145  0.0164  0.0046  -0.0388
Si  5.6129  1.5371  31.2485  0.0086  0.0386  0.0119
Si  9.3413  0.7784  30.1836  0.0382  -0.0038  -0.0305
Si  -0.2778  5.3548  31.1332  -0.0159  -0.0151  0.0056
Si  5.9525  7.0983  30.1382  -0.0094  -0.0056  0.0013
Si  8.0311  5.277  30.9566  -0.0132  -0.0049  -0.0127
Si  1.429  6.8781  30.6281  -0.0049  0.0212  -0.014
Si  3.445  5.7232  30.2391  0.0159  -0.0081  -0.0209
Si  9.6199  6.9674  31.0525  0.0055  0.0159  0.0019
Si  2.0243  2.7721  32.9508  -0.0162  -0.0049  0.0101
Si  5.8538  2.845  33.1326  -0.0068  -0.0043  -0.0077
Si  9.9047  2.5477  33.1139  -0.0038  0.0044  -0.0026
Si  0.0712  4.0935  33.0899  0.0076  0.0105  0.0019
Si  3.917  4.1854  33.0559  0.0178  0.001  0.0136
Si  7.9154  3.9972  32.9672  0.0091  0.007  0.0157
Si  1.7754  8.2159  32.749  -0.0025  -0.0007  0.0088
Si  5.8208  8.2733  33.1424  -0.0042  -0.0122  0.0093
Si  9.5689  8.3534  32.964  0.0026  -0.0112  -0.0026
Si  -0.1167  9.7076  33.0441  0.001  -0.0037  -0.0066
Si  3.8078  9.4551  33.0238  0.0134  0.0147  -0.0064
Si  7.6485  9.732  33.0331  -0.0024  0.012  0.0119
Si  0.0198  -0.0099  35.048  0.0036  0.0047  0.0049
Si  3.8477  -0.0197  34.9156  -0.001  0.0007  -0.0023
Si  7.7422  0.0863  34.9919  -0.002  0.0051  -0.0111
Si  1.9417  1.376  34.9059  0.0019  -0.0055  -0.0057
Si  5.7774  1.3853  34.9831  -0.0006  -0.0038  -0.0007
Si  9.7115  1.3698  35.1037  -0.0075  -0.0055  -0.0012
Si  -0.0107  5.5361  34.9356  0.0019  0.0034  -0.0021
Si  3.8244  5.5435  34.9554  -0.0031  0.0063  0.0008
Si  7.7945  5.4104  34.9002  0.0048  -0.0029  -0.0069
Si  1.8835  6.9252  34.8158  -0.002  -0.0104  -0.0106
Si  5.8364  6.7774  34.9497  -0.0041  0.0017  -0.0083
Si  9.6432  6.8827  34.8755  -0.0031  -0.0015  -0.0027
Si  1.9266  2.7401  36.8539  0.0051  0.0099  0.0014
Si  5.7739  2.7622  36.8947  -0.0035  0.0032  -0.004
Si  9.6752  2.7854  36.9471  0.0002  0.0051  0.0035
Si  0.0056  4.1386  36.8664  -0.0018  -0.0048  -0.0018
Si  3.8376  4.1293  36.8701  -0.0031  -0.0097  0.0015
Si  7.731  4.1066  36.8762  0.0007  -0.0007  -0.002
Si  1.9514  8.1959  36.8427  -0.0032  0.0107  0.0023
Si  5.8217  8.1933  36.8664  0.0031  0.007  0.0034
Si  9.6728  8.2056  36.8583  0.0003  0.0049  -0.0033
Si  0.0264  9.5404  36.9252  0.0045  -0.0043  0.0021
Si  3.8808  9.5668  36.8636  0.0006  0.0005  -0.0013
Si  7.7404  9.5742  36.8698  -0.0023  -0.0086  0.0008
Si  0  0  38.8099  0.0098  0.0355  0.1906
Si  3.8672  0  38.8099  0.0367  -0.0202  -0.0888
Si  7.7343  0  38.8099  0.0114  0.0526  -0.076
Si  1.9336  1.3673  38.8099  -0.047  0.0111  -0.1554
Si  5.8008  1.3673  38.8099  -0.0528  0.0338  0.0542
Si  9.6679  1.3673  38.8099  0.0468  -0.0355  0.2616
Si  0  5.469  38.8099  0.0648  0.1184  0.0466
Si  3.8672  5.469  38.8099  -0.0639  0.0795  0.0821
Si  7.7343  5.469  38.8099  -0.0506  0.0841  -0.0026
Si  1.9336  6.8362  38.8099  0.0636  -0.0761  -0.1801
Si  5.8008  6.8362  38.8099  0.019  -0.0064  0.0085
Si  9.6679  6.8362  38.8099  -0.0203  -0.0319  -0.1332
Si  1.9424  2.7596  6.7143  0.0029  0.005  -0.0033
Si  5.8295  2.7128  6.8429  -0.0014  0.0109  -0.0033
Si  9.6659  2.7149  6.7763  -0.0024  0.0042  -0.001
Si  -0.0136  4.0874  6.7505  0.0017  -0.0073  0.004
Si  3.8925  4.074  6.7572  -0.0001  -0.0034  0.0091
Si  7.7577  4.1013  6.7751  0.0009  -0.0071  0.0034
Si  1.934  8.1943  6.7605  -0.0002  0.0036  0.0012
Si  5.7831  8.1755  6.7878  -0.0009  0.0074  -0.0009
Si  9.6429  8.2061  6.7732  -0.0002  0.0001  0.0018
Si  -0.0185  9.5337  6.7062  0.0012  -0.0015  -0.0011
Si  3.8699  9.5644  6.7607  0.0009  -0.0091  -0.0058
Si  7.7089  9.5721  6.7796  -0.0016  0  -0.0029
Si  -0.0004  -0.0027  8.5649  -0.009  0.007  0.0038
Si  3.8889  0.019  8.6759  -0.0046  0.0081  0.0033
Si  7.7332  -0.0149  8.7298  0.0051  -0.0014  0.0036
Si  1.9276  1.3522  8.5809  0.0002  -0.0055  -0.0043
Si  5.8134  1.3772  8.864  0.0011  -0.0097  -0.0076
Si  9.667  1.3526  8.7224  0.009  -0.0059  0.0035
Si  -0.0365  5.4574  8.6718  -0.0066  0.0088  0.0016
Si  3.8295  5.3621  8.7315  -0.0007  0.0114  -0.0005
Si  7.7796  5.5003  8.6902  -0.0093  0.0112  0.0031
Si  1.924  6.7511  8.6424  0.0114  -0.0049  0.0134
Si  5.7872  6.7255  8.6877  0.0006  -0.0124  0.0186
Si  9.7048  6.9124  8.7619  0.0021  -0.0076  0.0076
Si  1.7204  2.5928  10.556  0.002  0.006  0.0076
Si  5.7482  2.8523  10.8161  -0.0042  0.0146  0.0077
Si  9.6018  2.7383  10.6636  -0.0071  0.0032  -0.0055
Si  -0.0535  4.1246  10.6195  0.0009  -0.0016  -0.0152
Si  3.7043  3.9952  10.7129  -0.0044  -0.0026  -0.0111
Si  7.7132  4.1381  10.6081  0.0118  0.002  -0.0035
Si  1.9721  8.186  10.4828  -0.0039  0.0002  -0.0192
Si  5.8562  8.0659  10.6044  -0.0018  -0.002  -0.0175
Si  9.7912  8.2541  10.7748  0.0106  0.0164  -0.0117
Si  0.1731  9.6843  10.5244  -0.0124  -0.0231  -0.0048
Si  3.9543  9.4095  10.4463  -0.0072  -0.0145  0.0082
Si  7.7509  9.4867  10.6061  0.0088  -0.0005  0.0133
Si  1.0803  0.6122  11.79  -0.006  0.0068  0.0037
Si  2.9721  -0.0344  12.8911  0.0001  0.003  -0.0102
Si  7.6857  -0.2621  12.6425  -0.0048  -0.0036  -0.0257
Si  -0.4492  0.5293  13.5287  0.0232  0.0073  0.0215
Si  5.4157  1.4143  13.6676  -0.0007  -0.0021  0.0091
Si  9.2339  1.5475  12.6874  -0.012  0.0045  0.0084
Si  0.2449  5.5052  12.5567  0.0028  -0.0028  0.0162
Si  3.7774  5.4775  12.5871  -0.0283  0.0001  0.007
Si  5.8345  6.7331  12.6032  0.0232  0.0064  0
Si  2.0563  7.0555  12.5351  0.0136  -0.0023  -0.0048
Si  7.7577  5.4486  12.5774  -0.0202  -0.0093  0.0026
Si  9.8018  6.7094  12.6944  0.0091  0.0103  0.001
O  7.4273  4.6474  14.0227  0.002  0.0023  -0.0071
O  6.0802  7.5288  14.0532  -0.0026  -0.0014  -0.0061
O  3.802  12.1286  13.5968  0.0038  0.0064  -0.0007
O  -7.5355  10.1445  11.9384  0.0127  0.0082  0.0062
O  8.9825  2.5871  13.9516  -0.0023  0.0025  -0.0036
O  3.3955  4.6668  14.0162  0.0092  -0.0017  -0.0032
O  0.0113  1.4765  14.7702  -0.0015  -0.0095  -0.0091
O  6.2488  10.9791  13.3864  -0.0032  -0.0019  0.0003
O  10.8758  9.9583  14.166  -0.0074  -0.0014  -0.0029
O  12.2897  4.4493  13.7861  -0.0031  0.0003  -0.0089
O  5.7475  1.8941  15.1924  -0.0004  -0.0011  -0.0034
O  -1.7477  7.5165  14.1564  -0.002  -0.0082  -0.0028
O  14.0182  11.1174  30.7813  -0.0134  0.0122  0.0073
O  3.8787  -5.7207  31.7476  -0.0039  0.0035  -0.0042
O  6.5794  8.2297  29.1417  0.0002  0.0047  -0.0031
O  4.5521  9.9001  29.7601  0.0062  0.0051  0.0101
O  -1.8139  11.0515  28.775  -0.0078  0.0157  0.0142
O  1.505  3.525  27.3065  0.0003  -0.0015  0.0043
O  9.1729  13.3204  29.9652  -0.0206  -0.012  0.0193
O  3.7464  4.4855  29.2064  -0.008  0.008  0.011
O  5.5626  2.6033  29.9737  0.0056  -0.0119  0.0119
O  13.0676  2.246  29.5495  -0.0037  -0.0054  0.0283
O  0.8922  7.8473  29.3526  0.0128  -0.0142  0.0259
O  9.877  7.5721  29.4826  -0.0058  -0.0044  0.0123
Si  14.5615  5.4886  21.9213  -0.0003  0.0007  0.0022
Si  2.5029  8.3721  14.531  -0.0205  -0.0167  0.0084
Si  9.3015  3.948  29.581  0.0003  0.0078  -0.0216
Si  7.059  4.0606  24.3018  -0.0012  0.0006  -0.0012
Si  2.3421  11.0483  17.9919  -0.0001  0.0008  0.0049
Si  -1.6907  5.5437  16.8239  0.0012  -0.0015  0.0047
Si  12.3485  -1.8092  23.9979  0.0001  -0.0011  -0.0019
Si  1.0267  6.8288  16.6044  -0.0026  -0.0027  0.0083
Si  9.2645  6.0968  23.6054  0.0012  0.0009  0.0004
Si  3.2838  4.0175  19.2324  -0.0001  -0.0007  0.0044
Si  7.7329  9.6937  16.8798  -0.0004  0.0026  0.0063
Si  7.1722  11.2439  26.6879  0.0029  0.0002  -0.0075
Si  -0.1874  6.4609  25.6601  -0.0018  0.0002  -0.0024
Si  -1.3157  4.1934  19.4271  0.0001  -0.001  0.004
Si  5.6284  10.3573  21.3551  -0.0002  0.0002  0.0035
Si  10.1307  8.4847  22.0985  -0.0001  0.0016  0.0017
Si  8.438  3.7441  14.9357  0.005  -0.0079  0.0094
Si  3.1016  8.4033  21.8913  0.0006  0.0003  0.0027
Si  5.4862  7.7819  15.5465  0.0077  -0.0032  0.0131
Si  1.0375  1.7636  15.9697  -0.0029  0.0042  0.0013
Si  0.7071  0.8108  25.8257  -0.0014  -0.0003  0.0002
Si  -0.4768  7.7888  28.4214  -0.0009  0.0015  -0.0111
Si  11.4885  5.8708  21.6854  0.0008  -0.0005  0.001
Si  15.7532  3.6204  24.0727  0.0006  0.0005  -0.0009
Si  4.7635  3.2919  28.7363  -0.003  0.003  -0.014
Si  9.5607  9.0659  14.5549  0.0064  0.012  0.0033
Si  6.0691  1.3305  23.862  0.0001  -0.0009  -0.0009
Si  0.6228  2.2627  18.785  0.0003  -0.0013  0.0027
Si  6.7614  1.7828  16.4833  -0.0006  0.0008  0.0051
Si  4.9696  6.0538  17.9601  0  -0.0009  0.0069
Si  6.1251  9.8158  29.2388  -0.0049  0.001  -0.003
Si  9.9687  10.4781  27.2794  -0.0013  0.0053  0.0045
Si  7.4617  3.3781  27.2521  -0.0019  0.0033  -0.0057
Si  2.7052  7.9968  18.8427  0.0002  -0.0002  0.0036
Si  1.98  4.3975  14.8105  -0.0006  -0.0069  0.0052
Si  4.9249  1.5336  19.01  0.0003  0.0009  0.005
Si  2.1069  2.193  28.0454  -0.0013  0.0014  -0.0084
Si  13.0421  3.7027  25.6826  0.0014  0.0024  -0.0026
Si  -3.7074  5.8732  18.9858  -0.0001  -0.0004  0.0045
Si  8.0481  8.8405  19.9982  0.0007  -0.0001  0.0048
O  6.1755  10.4977  27.7492  -0.0042  -0.0046  0.0088
O  3.9358  8.2386  15.3259  0.0112  -0.0022  0.0024
O  12.6995  -0.472  24.8863  -0.0006  0.002  0.0021
O  0.138  2.2461  17.231  0.0023  -0.0012  -0.0068
O  4.2091  7.3792  18.5872  -0.0005  0.0004  -0.0027
O  8.5074  10.2937  26.5599  0.0018  0  0.0038
O  -3.0679  6.133  17.4898  0.0002  0.0004  -0.003
O  7.1172  2.578  23.5724  0.0003  -0.0006  0.0004
O  10.8218  9.104  27.4937  -0.0031  0.009  0.008
O  4.2755  9.5272  21.7448  0.0008  0  -0.0017
O  11.3473  -4.3125  27.2879  -0.0003  0.0004  0.0015
O  2.3952  8.1764  20.4305  0.0001  -0.0007  -0.0028
O  9.0321  7.5794  22.9344  -0.0002  0  -0.0008
O  7.5278  0.34  16.5198  0.001  -0.0037  -0.0034
O  10.8766  4.4318  29.774  0.0053  -0.0011  0.0045
O  9.0993  9.1934  16.1183  0.0006  -0.0021  -0.0059
O  10.5597  4.4874  17.8611  -0.0004  0.0012  -0.0036
O  3.6685  6.9146  22.3297  0.0003  -0.001  -0.0012
O  3.1523  5.2012  20.3359  0.0002  -0.0005  -0.0017
O  9.364  9.2942  20.8936  -0.0004  0.0001  -0.0011
O  1.8163  3.379  18.9443  0.0006  0.0008  -0.0023
O  2.9849  3.8338  25.1713  -0.0006  0.0001  0.0005
O  7.73  3.9225  25.7606  -0.0005  -0.0001  0.0025
O  7.8831  5.2377  23.5411  -0.0009  -0.001  0.0004
O  9.6194  4.7581  15.4299  -0.0022  0.0001  -0.0024
O  2.076  2.9316  15.5004  -0.0044  -0.0041  -0.003
O  7.791  3.0429  16.2659  0.0016  0.0016  -0.0048
O  10.9768  9.4489  23.127  0.0011  0  0.0003
O  1.3447  8.1127  15.6527  -0.0008  0.0051  -0.0078
O  5.4543  6.4093  16.442  -0.0002  -0.0001  -0.0039
O  12.4048  2.2886  25.0778  -0.0009  -0.0013  0.0007
O  1.7555  5.5145  15.9763  0.0024  0.0026  -0.0008
O  6.4047  8.8786  16.352  -0.0011  -0.0008  -0.0048
O  12.9716  5.5803  22.2697  -0.0005  0.0005  -0.0019
O  10.885  2.6656  19.6678  -0.0002  0.0003  -0.0012
O  8.6841  4.0803  28.0717  0.0024  -0.0041  0.0078
O  6.1352  0.2307  22.6751  -0.0005  0.0008  -0.0006
O  1.8371  0.4295  16.4708  -0.0007  0  -0.0034
O  7.6048  1.7505  27.3207  -0.0018  -0.0006  0.0057
O  1.6761  0.8759  27.1593  -0.0054  -0.0013  -0.0029
O  8.1217  7.2103  19.8906  -0.0003  -0.0001  -0.0023
O  8.6966  15.531  19.6923  0.0001  0.0004  -0.002
O  12.2347  5.0726  25.3356  -0.0001  -0.0003  0.0012
O  -0.5924  17.653  16.6198  -0.0009  0  -0.004
O  -0.3227  5.157  20.2612  0.0003  0.001  -0.0001
O  6.4342  11.4796  25.2544  -0.0003  0.0003  -0.0008
O  3.9541  4.7665  17.9335  0.0002  0.0004  -0.0031
O  5.9312  3.7841  27.7031  0.0009  -0.0012  0.0033
O  10.7744  0.5853  26.3309  0.0014  -0.0089  0.0062
O  2.019  8.9064  22.9971  -0.0015  0.0004  0.001
O  1.2784  0.7754  19.0854  0.0004  -0.0006  -0.0023
O  3.6061  4.2004  22.6587  0.0004  -0.0014  -0.0003
O  4.3063  2.8497  19.749  0.0002  0.0002  -0.0018
O  9.8743  6.2914  25.1122  0.0015  -0.0001  0.0018
O  4.5753  12.9689  23.9618  0.0004  0  0.0003
O  6.0791  1.9902  17.9485  0.0003  -0.0004  -0.0032
O  1.5868  -3.8904  18.1234  0.0015  0  0.0008
O  2.5588  -1.4671  18.1838  0  -0.0015  -0.0023
O  10.3887  5.2827  22.7356  0.0007  -0.0003  -0.0008
O  7.9771  9.4977  18.4943  -0.0001  -0.0001  -0.0032
O  3.7926  0.815  18.1124  -0.0009  -0.0014  -0.0029
O  5.4871  4.4838  24.459  0.0007  -0.0002  0.0009
O  6.7348  -1.6572  20.851  0.0002  0  -0.0018
O  -0.3572  7.4666  21.4639  0.0014  -0.0008  -0.0016
O  6.2872  5.6349  18.8508  -0.001  0.0001  -0.003
O  5.4324  0.5049  20.1557  0.0003  -0.0007  -0.0015
O  12.1189  7.7644  24.9126  0.0002  0.0013  0.0009
O  3.7491  2.1905  28.0686  0  -0.0031  0.0043
O  6.674  5.6368  30.0383  0.0076  0.0096  0.0131
O  2.4072  9.9242  14.0629  -0.0036  0.0098  0.005
O  -3.2904  -1.4029  13.6387  0.0019  -0.0065  0.0099
O  5.868  2.4093  12.4395  0.0026  -0.0036  -0.0064
O  6.0931  7.4929  31.7079  -0.003  -0.0031  -0.0103
O  4.3936  6.9541  29.7301  0.0022  0.0016  0.0126

Results
free energy: -180329.693 eV
free energy less fixed offsets of O -568.88, Si -635.61 eV per atom: 0.107 eV

The program warned: the cutoff lies below the one the program advises for these potential files; the exchange-correlation potential is rough where the density is thin.
